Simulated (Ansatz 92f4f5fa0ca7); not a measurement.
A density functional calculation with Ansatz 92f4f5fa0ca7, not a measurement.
Periodic cell of 221 atoms, Si132O88H1, from a study of silicon, its oxide and their interface. The atomic structure is a simulated model.
Doubt: the cutoff is far below the 930 eV that the study's wrapper takes by default for these files, so forces and energies are approximate.
This geometry differs little from another in the collection (a relaxation step or a small displacement).

Settings
functional: PBE
potential files: Ansatz PAW
basis: plane waves
wave-function cutoff: 580 eV
density cutoff ratio: 5
exchange-correlation grid ratio: 1
k mesh: 1 x 1 x 1, Gamma-centred
self-consistency stop: 5e-08 eV per atom in the density residual
occupations: fixed
spin: none
net charge: +1 e, with a uniform compensating background and no finite-size correction

Cell vectors (angstrom)
a  10.938  0  0
b  0  10.938  0
c  0  0  33.3524

Atoms: element, x, y, z (angstrom)
Si  -0.2056  0.1976  25.7873
Si  5.971  -0.5516  25.8032
Si  2.8553  2.8014  25.8782
Si  8.343  2.3201  25.954
Si  -0.4839  6.0094  25.7637
Si  5.3641  5.695  25.8363
Si  3.0159  7.8406  25.8651
Si  8.2236  8.2242  26.185
Si  1.4192  1.3599  27.1035
Si  6.8633  1.1437  27.2743
Si  4.2237  4.1075  27.2168
Si  9.5237  4.1283  27.0277
Si  1.3274  6.7948  27.1624
Si  6.8114  6.8035  27.3322
Si  4.1831  9.473  27.1232
Si  9.6857  9.6238  27.2967
Si  2.772  -0.0361  28.4919
Si  8.2636  -0.0603  28.6642
Si  0.0132  2.7657  28.4756
Si  5.5269  2.6679  28.5583
Si  2.7388  5.4335  28.5485
Si  8.2205  5.4042  28.5688
Si  0.0714  8.1901  28.5925
Si  5.4614  8.1959  28.6256
Si  4.1018  1.3673  29.9341
Si  9.5708  1.3673  29.9341
Si  1.3673  4.1018  29.9341
Si  6.8362  4.1018  29.9341
Si  4.1018  6.8362  29.9341
Si  9.5708  6.8362  29.9341
Si  1.3673  9.5708  29.9341
Si  6.8362  9.5708  29.9341
Si  0  0  31.3014
Si  5.469  0  31.3014
Si  2.7345  2.7345  31.3014
Si  8.2035  2.7345  31.3014
Si  0  5.469  31.3014
Si  5.469  5.469  31.3014
Si  2.7345  8.2035  31.3014
Si  8.2035  8.2035  31.3014
Si  1.3673  1.3673  32.6686
Si  6.8362  1.3673  32.6686
Si  4.1018  4.1018  32.6686
Si  9.5708  4.1018  32.6686
Si  1.3673  6.8362  32.6686
Si  6.8362  6.8362  32.6686
Si  4.1018  9.5708  32.6686
Si  9.5708  9.5708  32.6686
Si  2.7345  0  0.6835
Si  8.2035  0  0.6835
Si  0  2.7345  0.6835
Si  5.469  2.7345  0.6835
Si  2.7345  5.469  0.6835
Si  8.2035  5.469  0.6835
Si  0  8.2035  0.6835
Si  5.469  8.2035  0.6835
Si  4.1018  1.3673  2.0507
Si  9.5708  1.3673  2.0507
Si  1.3673  4.1018  2.0507
Si  6.8362  4.1018  2.0507
Si  4.1018  6.8362  2.0507
Si  9.5708  6.8362  2.0507
Si  1.3673  9.5708  2.0507
Si  6.8362  9.5708  2.0507
Si  0  0  3.418
Si  5.469  0  3.418
Si  2.7345  2.7345  3.418
Si  8.2035  2.7345  3.418
Si  0  5.469  3.418
Si  5.469  5.469  3.418
Si  2.7345  8.2035  3.418
Si  8.2035  8.2035  3.418
Si  1.2636  1.4804  4.7533
Si  6.8129  1.3885  4.8193
Si  4.1162  4.0654  4.8142
Si  9.5121  4.1534  4.844
Si  1.3521  6.8471  4.7544
Si  6.7851  6.8996  4.828
Si  4.1293  9.5706  4.8011
Si  9.5539  9.5849  4.6579
Si  2.6368  0.032  5.9492
Si  8.2664  -0.0111  6.0391
Si  -0.0957  2.8221  6.2981
Si  5.4517  2.6963  6.2988
Si  2.7597  5.5499  6.1243
Si  8.0917  5.487  6.2179
Si  -0.0753  8.229  5.9909
Si  5.5283  8.3347  6.3248
Si  3.665  1.5281  7.3771
Si  9.7825  1.0506  7.4691
Si  1.6225  3.9917  7.4908
Si  6.5205  4.3732  7.6393
Si  4.3207  6.6761  7.4812
Si  9.3546  7.1  7.3545
Si  1.0793  9.8155  7.2264
Si  7.2872  9.4699  7.5917
O  1.8675  3.8928  25.147
O  7.1504  9.2642  25.3884
O  2.7145  2.8351  7.8222
O  8.3458  8.2405  8.057
O  5.3755  5.5145  7.9828
O  0.0512  -0.0024  7.8687
O  4.1604  6.7388  25.3433
O  9.5419  1.2964  25.3858
O  1.7533  9.057  8.4911
O  1.3749  4.6132  9.4033
O  9.0033  1.3418  8.8972
O  6.9933  10.4687  8.913
O  3.6731  0.6871  8.8198
O  3.5746  7.159  8.866
O  7.0453  3.8927  9.146
O  10.3467  6.2678  8.4262
O  3.8499  2.1186  24.7498
O  5.4249  0.016  24.3483
O  7.223  2.7079  24.7789
O  11.1209  5.6997  24.2807
O  9.2823  7.1546  25.4159
O  2.2979  8.4605  24.5175
O  6.2167  5.1569  24.509
O  0.3803  10.3616  24.4311
Si  2.4352  8.0812  9.5556
Si  11.0632  6.7878  14.4284
Si  0.0079  -5.1378  17.2329
Si  4.1682  0.8721  23.7447
Si  7.4362  -2.0108  20.3517
Si  8.2902  0.8195  21.2567
Si  1.7202  9.7433  23.693
Si  10.5209  9.5273  14.4388
Si  3.9352  9.8122  11.7776
Si  4.9651  16.1833  12.0513
Si  6.9441  1.8113  16.8154
Si  4.6312  7.4759  20.2561
Si  13.2656  8.5729  14.1361
Si  3.7366  1.5108  10.2303
Si  7.9337  11.4783  9.8515
Si  1.7307  8.3776  20.8182
Si  2.5386  -5.4016  21.2839
Si  2.2291  4.0132  10.8747
Si  8.2736  4.4012  17.5535
Si  6.956  3.9286  23.7137
Si  12.6285  3.6452  18.8518
Si  6.3475  3.1026  10.4075
Si  4.5427  2.9756  18.4321
Si  7.9558  -0.2389  15.0398
Si  10.5281  4.6502  12.2929
Si  -1.3638  3.1396  22.5863
Si  6.2574  7.9368  12.3217
Si  8.5923  9.6556  12.304
Si  5.5597  2.3317  21.4136
Si  12.0288  4.4191  23.8263
Si  9.8736  2.7061  19.7072
Si  11.2039  5.9472  9.743
Si  -5.3318  5.8809  17.6886
Si  -0.8549  -2.592  19.0715
Si  8.019  10.1176  17.7492
Si  4.8208  6.8048  14.6864
O  7.6481  10.3062  13.4912
O  7.0029  9.5585  18.895
O  7.8497  8.2036  12.0143
O  -1.5899  1.1861  20.0454
O  4.5802  5.5077  13.6399
O  7.5319  9.6473  16.2401
O  -1.4114  -1.3866  18.0859
O  4.8717  13.566  9.9351
O  5.461  9.2649  11.796
O  1.2688  7.1232  10.21
O  7.0861  1.1322  15.3118
O  8.4807  4.2323  23.1654
O  5.6639  6.6297  11.5081
O  1.4947  6.7805  21.0959
O  -2.1338  8.0103  20.0908
O  10.1495  9.6035  12.8208
O  15.7524  4.4945  17.9355
O  6.0535  8.1413  20.8586
O  2.8308  -0.0218  23.6613
O  3.1586  9.5779  13.1747
O  6.0098  3.5292  22.4407
O  9.9529  3.5864  21.0742
O  2.2554  4.3546  20.2046
O  -5.9171  7.0067  18.7234
O  0.5406  -2.0937  19.7844
O  8.659  10.54  10.9506
O  11.6628  6.263  15.8413
O  12.1003  4.2153  12.0721
O  9.6303  10.714  15.1491
O  10.3385  5.596  13.5932
O  0.433  2.6195  19.0715
O  3.9864  11.4062  11.4409
O  1.3612  7.3859  13.5029
O  12.1318  9.5913  14.8172
O  7.2147  5.6005  17.9276
O  3.4753  -3.2128  14.9576
O  12.074  4.849  17.9039
O  10.9923  3.2195  23.3949
O  5.9664  18.6407  13.9189
O  2.2243  4.8484  22.7341
O  6.8566  1.4992  20.9258
O  5.3611  -4.6091  16.1337
O  1.4545  -1.6719  22.1617
O  -2.1496  3.5468  18.8328
O  9.5788  5.0089  16.7973
O  9.5771  3.3409  12.4078
O  4.5153  1.3854  22.2386
O  3.3168  -2.423  20.2823
O  2.9255  2.76  18.2228
O  3.5738  4.8712  11.2081
O  6.0708  4.0447  11.7393
O  10.018  7.9976  14.814
O  -6.0521  2.8586  20.0292
O  7.8959  11.7653  17.7331
O  7.9745  -0.7931  21.3565
O  4.075  6.1577  21.1161
O  8.9465  1.5985  22.5654
O  2.424  2.4291  10.6158
O  18.4699  3.3161  16.5859
O  3.0754  8.9861  10.698
O  10.1915  5.4793  10.9089
O  7.1555  1.7135  10.6947
O  10.4963  -3.9162  18.2079
O  5.4461  1.9457  17.4986
H  8.9596  3.2944  13.1506

Results
free energy: -133980.400 eV
free energy less fixed offsets of H -15.97, O -568.88, Si -635.61 eV per atom: -2.470 eV

Forces (eV/angstrom), in the order of the atoms: element, x, y, z
Si  0.0009  -0.0007  0.0057
Si  -0.0018  0.0009  0.0046
Si  -0.001  -0.0021  0.0065
Si  0.001  0.0028  0.0056
Si  0.0025  -0.0011  0.0064
Si  0.0017  -0.0002  0.0081
Si  -0.0007  0.0004  0.0047
Si  0.0002  -0.0003  0.0058
Si  0.0006  0.0009  0.0001
Si  0.0004  -0.0005  -0.0004
Si  0.0005  0.0011  -0.0008
Si  -0.0026  -0.0008  0.0001
Si  -0.0013  0.0011  -0.0008
Si  -0.0015  0  -0.0004
Si  0.0008  0  0.0001
Si  0.0003  0.0008  -0.0002
Si  -0.0008  0.0004  0.0011
Si  -0.0001  -0.0003  0.0013
Si  0.0007  -0.0004  0.001
Si  -0.0006  0.0001  0.0015
Si  -0.0004  -0.0012  0.0017
Si  0.0011  0.0003  0.0007
Si  0.0006  -0.0006  0.0011
Si  0.0006  -0.0002  0.0004
Si  -0.071  -0.1614  -0.2876
Si  0.3099  0.4754  -0.0113
Si  -0.0231  -0.1636  -0.1614
Si  0.152  -0.4201  0.111
Si  -0.3898  -0.1104  0.1541
Si  0.0805  -0.1172  -0.1905
Si  0.4761  0.1219  0.0285
Si  0.0405  -0.2465  0.5699
Si  0.1215  0.1516  -0.0467
Si  -0.0015  0.0096  0.0105
Si  -0.0957  -0.0485  -0.0509
Si  0.0169  0.0795  0.0348
Si  -0.0384  0.0432  -0.0114
Si  -0.0923  -0.0376  -0.051
Si  -0.0005  0.0383  0.0318
Si  -0.1343  -0.0382  0.0165
Si  0.0075  -0.0489  0.01
Si  0.039  -0.0408  -0.0231
Si  0.017  -0.0068  -0.0262
Si  -0.003  -0.0389  -0.0164
Si  0.0519  0.0257  -0.028
Si  0.0825  -0.0199  -0.0034
Si  0.0011  -0.0566  -0.0258
Si  0.0087  -0.0078  -0.0345
Si  0.0182  -0.0151  -0.01
Si  -0.0653  0.0465  0.0113
Si  -0.0255  0.0332  0.0224
Si  -0.0345  0.0219  0.0409
Si  -0.068  0.0582  0.0053
Si  0.0173  -0.0066  -0.0005
Si  -0.029  -0.0246  0.0399
Si  -0.0247  0.0662  0.0165
Si  -0.0606  -0.0948  0.0378
Si  0.0588  -0.0951  -0.0457
Si  0.0835  -0.0218  -0.007
Si  0.0933  0.0414  0.0478
Si  -0.0436  -0.0788  -0.0068
Si  -0.1126  -0.0217  0.0126
Si  0.1644  0.1631  0.0245
Si  0.0521  -0.0868  -0.0219
Si  -0.0579  0.4826  -0.5972
Si  0.0703  0.0908  0.0939
Si  -0.0887  0.2404  -0.094
Si  -0.0625  0.0502  0.3114
Si  -0.1799  -0.1555  0.0983
Si  -0.1205  0.1689  0.2796
Si  0.277  -0.0056  0.0181
Si  -0.412  -0.2661  -0.4141
Si  -0.0016  0.0015  0.0032
Si  -0.0028  -0.0016  -0.0023
Si  -0.0022  -0.0024  -0.0016
Si  -0.0031  0.0006  0.0027
Si  0.0002  0.0024  -0.004
Si  -0.001  0.003  -0.0025
Si  0.0018  0.0036  -0.0008
Si  -0.0012  0.0039  -0.0041
Si  -0.0011  -0.0013  -0.0089
Si  0.0067  0.0025  0.004
Si  0.0045  -0.0022  0.0016
Si  0.0022  0.0033  0.0015
Si  0.0022  -0.004  0.0048
Si  0.0051  -0.0014  -0.0001
Si  -0.0009  -0.0043  -0.0048
Si  0.0022  -0.0006  0.0014
Si  -0.0011  0.0045  0.0037
Si  -0.0037  -0.0027  -0.0086
Si  -0.0004  -0.0052  -0.0082
Si  -0.0013  -0.002  -0.0029
Si  0.0016  0.0023  0.0033
Si  -0.0034  -0.0014  -0.0011
Si  -0.0032  0.0118  -0.0018
Si  -0.0041  -0.0042  0.0025
O  0.0002  0.0002  -0.0002
O  0.0012  -0.0011  0.0002
O  0.0002  0.004  0.0002
O  0.0027  0.001  -0.0016
O  -0.0025  -0.0011  -0.0031
O  -0.0033  0.0011  -0.0003
O  0  -0.0002  -0.0008
O  -0.0003  -0.0004  -0.0006
O  -0.0107  0.0114  -0.0099
O  -0.001  0.0032  -0.0011
O  0  0.0005  0.0034
O  -0.0006  0.0025  0.0004
O  -0.0003  -0.0035  0.0009
O  0.0087  -0.0093  -0.0068
O  -0.0007  -0.0006  0.0023
O  -0.0021  -0.0011  -0.0011
O  0.001  -0.0014  -0.0003
O  -0.0011  0.0008  0.0008
O  -0.0006  0  0.0006
O  0.0008  -0.0007  0.0008
O  -0.0007  0.0007  -0.0011
O  -0.0005  0.0008  0.0011
O  0.0005  -0.0002  0.0004
O  0.0005  -0.0006  0.0009
Si  -0.0004  -0.0226  0.0065
Si  -0.001  0.0009  -0.002
Si  0.0001  -0.0005  0.0001
Si  0.001  0.0005  -0.0005
Si  0.0005  0.0007  -0.0008
Si  0.0007  0.0013  -0.0014
Si  0.0007  0.0004  -0.0005
Si  0.0001  0.0012  -0.0009
Si  0.0061  0.0019  0.0054
Si  0.0002  -0.0013  -0.0019
Si  0.0006  0.0002  0.0018
Si  -0.0006  -0.0002  -0.0007
Si  -0.0001  0.0005  0.0003
Si  -0.0001  0.0002  0.001
Si  0.0002  0.0009  -0.0034
Si  -0.0005  0.0009  -0.0004
Si  -0.0004  -0.0007  -0.0006
Si  -0.0001  0.0014  -0.0045
Si  0.0006  0.0002  0.0006
Si  -0.0003  0.0001  -0.0007
Si  -0.0004  0.001  0.0003
Si  0.0022  0.0009  0
Si  -0.0007  0.0008  0.0011
Si  0.0015  -0.0002  -0.0003
Si  0.0025  -0.0021  -0.0027
Si  0  0.0005  -0.001
Si  0.0001  0.002  -0.0026
Si  0.0003  -0.0008  -0.002
Si  -0.0002  0.0002  -0.0006
Si  -0.0009  0.0007  -0.0009
Si  -0.0003  0.0011  0
Si  0.0051  0.0007  0.0024
Si  0  0.0003  0.0008
Si  0.0002  0.0004  -0.0003
Si  0.0007  0.0005  0.0009
Si  -0.0006  0.001  -0.0009
O  -0.0008  0.0011  0.0025
O  0.0001  0.0003  0.001
O  0.0012  0.0006  0.0018
O  -0.0002  0.0004  0.0016
O  0.0005  -0.0004  0.0019
O  -0.0008  -0.0001  0.0014
O  0.0003  0.0001  0.0013
O  -0.0002  0.0007  0.0002
O  0.0027  -0.0002  0.0031
O  -0.0006  -0.0019  0.0005
O  -0.0008  0.0005  0.001
O  0.0006  -0.0003  0.0026
O  -0.0003  -0.0002  0.0002
O  0.0002  0.0005  0.0024
O  -0.0009  0  0.0026
O  -0.0001  0.0005  0.0018
O  0  -0.0003  0.0015
O  0.0001  -0.0002  0.0028
O  -0.0004  0  0.0033
O  -0.0005  0.0013  0.0053
O  -0.0005  -0.0012  0.0018
O  -0.0001  -0.0002  0.0012
O  -0.0005  -0.0001  0.0013
O  -0.0002  0.0008  0.0014
O  0.0001  0.0002  0.0017
O  0.0003  -0.0009  0.0034
O  0  -0.0006  0.0017
O  -0.0023  -0.001  0.0067
O  -0.0007  0.0004  0.0017
O  -0.0017  0.0008  0.0036
O  -0.0001  0.0002  0.0018
O  0.0001  0.0068  -0.0019
O  -0.001  -0.0013  0.0008
O  -0.0013  -0.0001  0.0025
O  0  0.0001  0.0007
O  0.0007  -0.0017  0.0019
O  0  0.0002  0.0009
O  0.0001  0.0003  0.0034
O  -0.0001  -0.0006  0.004
O  0.0002  0.0008  0.0024
O  -0.0001  0.0001  0.0026
O  -0.0002  -0.0005  0.0018
O  0.0002  -0.0007  0.0017
O  0.0002  0.0001  0.0018
O  -0.0003  0.0006  0.002
O  0.0587  0.0118  -0.0919
O  0.0002  0.0007  0.0027
O  0.0001  0.0002  0.002
O  0.0003  0  0.0011
O  0.0009  0.0003  0.0017
O  -0.0005  0.0006  0.0009
O  -0.0002  -0.0007  0.0011
O  -0.0002  0.0002  0.0015
O  0  0.0003  0.0009
O  0  -0.0011  0.002
O  0.0001  0.0007  0.0018
O  -0.0002  0.0001  0.0024
O  0.0004  0.0009  0.001
O  0  0.0007  0.0012
O  0.0039  0.0078  0.0101
O  -0.002  0.0014  0.0016
O  -0.0005  0.0005  0.0007
O  -0.0001  0.0006  0.0011
O  -0.0005  0.0001  0.001
H  -0.0596  -0.011  0.0917

The program warned: the cutoff lies below the one the program advises for these potential files; the exchange-correlation potential is rough where the density is thin.
